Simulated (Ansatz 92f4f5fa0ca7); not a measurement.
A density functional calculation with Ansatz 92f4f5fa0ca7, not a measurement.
Periodic cell of 235 atoms, Si134O101, from a study of silicon, its oxide and their interface. The atomic structure is a simulated model.

Settings: functional PBE; potential files Ansatz PAW; basis plane waves; wave-function cutoff 700 eV; density cutoff ratio 5; exchange-correlation grid ratio 2; k mesh 2 x 2 x 1, shifted by 0.5 0.5 0.5 of a step; self-consistency stop 5e-08 eV per atom in the density residual; occupations Fermi-Dirac, 0.05 eV; spin none; net charge 0.

Cell vectors (angstrom)
a, 11.5983, 0, 0
b, 0, 15.4644, 0
c, -0.443, 1.9117, 23.6956

Atoms and the computed forces on them: element, x, y, z (angstrom), force x, y, z (eV/angstrom)
Si, 0.2404, 0.5773, -0.3719, 0.2433, 0.3587, -0.0364
Si, -0.5087, 4.1972, 1.3908, 0.098, -0.1193, -0.243
Si, -1.9472, 9.1095, -0.481, -0.1868, 0.0146, -0.1282
Si, 0.1611, 12.1497, 1.6464, -0.0763, 0.0651, -0.2661
Si, 4.1585, 0.2398, 1.2414, 0.1699, 0.1945, -0.2458
Si, 4.8803, 4.2004, -0.3471, 0.0439, -0.0458, 0.0948
Si, 2.5242, 7.618, 0.7149, 0.3528, -0.0327, -0.4899
Si, 2.2554, 12.2899, 0.4678, 0.0774, -0.0598, -0.2668
Si, 7.3336, -0.1224, -1.9886, -0.2147, -0.1474, 0.118
Si, 7.098, 2.7385, -1.6182, 0.1513, 0.4605, -0.4221
Si, 5.6485, 9.7805, -0.5552, 0.4198, 0.0013, -0.2306
Si, 6.0616, 12.6289, 0.5235, 0.2301, -0.34, -0.153
Si, -0.9691, 0.4015, 1.631, -0.5526, 0.1061, 0.3398
Si, 1.2721, 3.6262, -0.0604, -0.4238, 0.4329, 0.2345
Si, 0.2427, 8.1695, 1.2687, -0.4051, 0.0214, -0.1897
Si, -1.7014, 12.2155, 0.2575, 0.3244, -0.5082, 0.1236
Si, 6.4094, -0.4663, 0.1943, -0.1887, 0.3598, 0.1186
Si, 3.2785, 3.9646, 1.2975, 0.0578, 0.0415, 0.0024
Si, 3.5439, 9.6812, 0.3938, -0.4624, 0.1535, 0.1847
Si, 7.9683, 12.3374, 1.7587, 0.0941, 0.0271, 0.1967
Si, 8.059, 0.4323, 1.7535, 0.1271, -0.0114, 0.0287
Si, 7.3101, 4.6069, 1.5319, -0.2559, 0.0379, -0.0941
Si, 7.4787, 8.4854, 1.7066, 0.2807, 0.3348, -0.3778
Si, 4.1451, 12.3912, 1.828, -0.2618, 0.091, 0.2012
Si, -0.3977, 2.3574, 2.8494, 0.0221, -0.029, 0.039
Si, -0.3954, 6.2636, 2.6231, -0.1882, 0.0173, -0.0121
Si, 0.0093, 10.0915, 2.7816, -0.1215, 0.0004, 0.1124
Si, -0.1675, 14.0527, 2.9786, -0.0032, 0.0317, 0.1152
Si, 3.7274, 2.1409, 2.6657, -0.0273, -0.0053, 0.0918
Si, 3.408, 6.1275, 2.4486, -0.0051, 0.056, 0.003
Si, 3.9733, 10.3006, 2.7686, 0.1045, -0.226, -0.2003
Si, 3.9507, 14.2773, 3.0784, 0.2082, 0.0121, 0.0268
Si, 7.4605, 2.5117, 2.8521, 0.0144, -0.1035, 0.017
Si, 7.3636, 6.4539, 2.9177, 0.0232, 0.0684, 0.2002
Si, 7.7357, 10.3673, 3.0571, 0.0496, 0.0169, 0.1456
Si, 7.7965, 14.1257, 3.2736, -0.0146, 0.0449, 0.0312
Si, -2.2224, 2.5131, 4.3287, -0.01, 0.0256, -0.0123
Si, -2.2402, 6.319, 4.1923, 0.2003, -0.0291, 0.0652
Si, -1.9211, 10.1949, 4.3314, -0.001, -0.0789, -0.025
Si, -1.9131, 14.0013, 4.6089, -0.1503, 0.0953, 0.123
Si, 1.6964, 2.2865, 3.9642, 0.0276, 0.0125, -0.1069
Si, 1.5982, 6.2112, 3.9235, 0.1903, 0.0759, 0.2474
Si, 1.9912, 10.1568, 4.0085, -0.0369, 0.0235, 0.1506
Si, 1.8801, 14.1829, 4.1603, -0.1353, -0.0747, 0.058
Si, 5.5505, 2.3669, 4.2529, 0.0544, -0.0188, -0.1314
Si, 5.364, 6.4132, 4.1431, -0.0994, -0.1072, -0.0493
Si, 5.7729, 10.2929, 4.3899, -0.1448, 0.0196, -0.0733
Si, 5.7876, 14.1394, 4.558, -0.0384, 0.023, -0.0947
Si, -2.0027, 0.6182, 5.7813, 0.0155, -0.0718, -0.1137
Si, -2.2184, 4.4268, 5.702, 0.0368, -0.0255, 0.0061
Si, -2.1086, 8.2112, 5.5984, -0.0902, -0.0218, 0.0178
Si, -2.0334, 12.0199, 5.9002, -0.255, 0.0149, -0.1538
Si, 1.7663, 0.5838, 5.5442, 0.0427, 0.0132, 0.0601
Si, 1.6728, 4.2673, 5.2701, -0.0755, 0.0409, -0.1467
Si, 1.866, 8.1829, 5.2854, -0.1286, -0.0454, -0.2479
Si, 1.9591, 12.1271, 5.3309, -0.3089, -0.0867, -0.1394
Si, 5.7774, 0.6021, 5.8939, -0.0555, -0.0396, 0.1937
Si, 5.4298, 4.3999, 5.4845, -0.0346, -0.0529, 0.0185
Si, 5.6106, 8.3143, 5.7128, 0.0293, -0.008, 0.0124
Si, 5.6717, 12.1854, 5.8986, -0.0927, -0.0985, -0.2147
Si, -0.0343, 0.5525, 7.0825, 0.0701, 0.0687, 0.0966
Si, -0.0919, 4.3166, 6.8448, -0.0664, -0.0568, -0.1951
Si, -0.0416, 8.2052, 6.664, 0.2345, 0.0369, -0.0247
Si, 0.1039, 12.0985, 6.7644, 0.332, -0.1741, -0.2162
Si, 3.63, 0.637, 6.965, -0.0861, 0.1733, -0.1011
Si, 3.4558, 4.3419, 6.8102, 0.0803, 0.0425, -0.001
Si, 3.5712, 8.2935, 6.9391, -0.0184, -0.0409, 0.0029
Si, 3.5965, 12.1368, 7.0458, -0.0784, 0.0552, 0.0685
Si, 7.8179, 0.5713, 7.2922, 0.0653, 0.0153, 0.0288
Si, 7.3123, 4.3469, 6.9567, 0.0325, -0.0387, -0.1613
Si, 7.6418, 8.1839, 7.1331, 0.0966, 0.1829, -0.2162
Si, 7.559, 12.239, 7.3377, 0.2974, 0.0971, -0.1222
Si, -0.3889, 3.1879, 10.3682, 0.0864, 0.4765, 0.2022
Si, -0.5185, 6.1992, 10.0361, 0.0277, -0.4416, -0.1977
Si, 0.4806, 10.0984, 7.9256, -0.1377, 0.1406, 0.0684
Si, 0.5269, 13.9472, 8.1427, -0.2499, -0.1155, 0.1347
Si, 3.0727, 2.5227, 8.3243, -0.4002, 0.002, -0.1462
Si, 2.8487, 6.3172, 7.9919, 0.0161, -0.0755, 0.1192
Si, 2.8413, 10.189, 8.2206, -0.0061, -0.0987, 0.2653
Si, 2.9481, 14.1702, 8.1128, 0.2281, 0.0323, 0.1048
Si, 7.4589, 2.551, 8.538, -0.2697, -0.2843, -0.2083
Si, 8.7455, 5.7374, 10.1154, -0.0521, 0.2427, 0.1473
Si, 8.2687, 9.3201, 9.1786, 0.0555, -0.0415, 0.0371
Si, 8.3275, 14.0754, 8.6359, -0.2432, 0.525, -0.2374
Si, 0.5519, 2.5181, 8.3186, 0.4538, 0.0459, -0.1604
Si, 0.4673, 6.3254, 7.9345, 0.0676, -0.0136, -0.0342
Si, -1.0747, 10.2998, 9.6518, -0.1097, -0.1852, -0.1043
Si, -1.1594, 12.9097, 9.5552, 0.2768, 0.1843, 0.4743
Si, 4.7075, 2.7674, 10.0812, -0.3713, -0.1685, 0.0447
Si, 4.7296, 5.9331, 10.2643, -0.0503, 0.1757, 0.005
Si, 4.1227, 11.2595, 10.7384, 0.1487, -0.3207, 0.3628
Si, 2.9805, 14.1563, 11.044, 0.1553, 0.2003, 0.2456
Si, 8.7978, 3.3425, 10.3343, 0.0166, 0.0659, 0.474
Si, 7.298, 6.2181, 8.3475, -0.1486, -0.1967, 0.2411
Si, 7.0449, 11.2725, 9.4723, 0.1198, -0.4044, 0.0683
Si, 7.4286, 13.4917, 11.3176, -0.2184, 0.0203, 0.4176
Si, 0.0648, 14.2604, 12.0285, 0.0227, -0.0697, 0.1379
Si, -0.6095, 8.312, 11.2014, -0.3806, 0.6024, 0.6251
Si, 5.5924, 7.4712, 12.8063, 0.2145, 0.1401, 0.2795
Si, 5.0105, 7.1467, 17.8612, 0.518, 0.1924, -0.1683
Si, 10.2804, 11.0367, 14.6814, -0.1627, -0.0865, 0.2014
Si, 12.8799, 4.4605, 16.1522, 0.0073, 0.0312, -0.0925
Si, 7.7944, 7.331, 21.4404, 0.0217, 0.3427, -0.4303
Si, 12.9814, 15.5411, 16.7671, 0.082, -0.0596, -0.0572
Si, 8.7005, 2.5817, 13.287, -0.0016, 0.0819, 0.3226
Si, 12.4805, 9.2509, 13.6444, 0.1161, 0.1971, 0.1769
Si, 8.1706, 7.8701, 11.0988, 0.0103, -0.2029, 0.343
Si, 4.3467, 16.4404, 12.7496, 0.1472, -0.0223, 0.312
Si, -1.5558, 1.0975, 21.8782, -0.3477, -0.2326, -0.0637
Si, 6.3696, 1.1947, 16.7509, 0.0815, 0.0093, -0.0737
Si, 11.5687, 1.458, 19.2113, -0.0911, 0.0257, -0.367
Si, 8.9594, 0.489, 15.4067, -0.0679, -0.0868, 0.2939
Si, 6.6559, 6.6789, 15.4454, 0.099, 0.032, -0.0071
Si, 3.9771, 9.997, 13.5242, -0.0099, -0.1289, 0.3766
Si, 2.7266, 2.5786, 20.3182, -0.0536, -0.023, -0.4458
Si, 9.131, 8.4755, 16.2493, -0.2146, 0.0345, 0.1188
Si, 2.1534, 2.1986, 14.4779, 0.0544, 0.021, 0.1216
Si, 2.3158, 7.4173, 18.8118, 0.0231, -0.0236, -0.3094
Si, 0.7061, 13.1259, 15.0121, 0.1454, -0.1102, 0.3492
Si, 5.7196, -1.3874, 13.5438, -0.0052, 0.0716, 0.332
Si, 3.8167, 12.4443, 15.2506, 0.0686, -0.0524, 0.0797
Si, 5.2001, 16.2335, 19.4119, 0.2608, -0.0575, -0.2376
Si, 8.6175, 5.9761, 23.8636, 0.4178, 0.3161, -0.2694
Si, 11.4307, 1.9023, 12.343, 0.156, -0.0419, 0.4803
Si, 8.4955, 13.462, 14.0207, -0.0949, -0.2057, 0.4376
Si, 3.0345, 5.1789, 18.6815, 0.1366, -0.2678, -0.4087
Si, -1.3399, 2.7487, 16.879, -0.152, 0.0013, -0.0481
Si, 0.456, 7.4737, 16.2799, -0.1528, -0.0472, -0.0618
Si, 7.6221, 8.5975, 18.9634, 0.0638, -0.0038, -0.0467
Si, 1.9939, 17.0814, 23.2582, 0.6918, -0.5091, -0.2889
Si, 2.2454, 7.58, 21.8828, 0.2335, -0.152, 0.1107
Si, 4.3525, 14.5212, 17.2636, 0.0088, -0.0498, -0.1546
Si, 7.5605, 3.7711, 15.7272, -0.1272, 0.0523, 0.1189
Si, 7.033, 10.1285, 21.2735, -0.0136, -0.3896, -0.2551
O, -2.774, 8.43, 0.7524, -0.0751, -0.0802, 0.1575
O, -0.4637, 8.4601, -0.2549, 0.4208, -0.0458, 0.3771
O, 7.9276, 4.5994, 23.1473, 0.0981, -0.0348, 0.0028
O, 5.6181, 2.8407, -0.9257, -0.052, -0.1035, 0.1005
O, 8.9556, -0.3034, -2.1211, -0.0041, -0.0158, 0.0678
O, 6.1005, 5.0148, 0.4076, 0.1866, -0.043, 0.3828
O, 2.4558, 10.8109, -0.2849, 0.247, -0.3803, 0.4009
O, 6.2354, 8.832, 0.6729, 0.1143, -0.1193, -0.0166
O, 5.4241, 11.5078, 9.7604, 0.1671, 0.0307, -0.0113
O, 3.2738, 6.2425, 9.6062, 0.0411, -0.0453, -0.0499
O, 3.1815, 10.2232, 9.8807, -0.0099, 0.1375, -0.348
O, 3.6359, 14.5532, 9.6088, -0.3692, -0.0895, -0.1378
O, 1.3779, 14.384, 11.0803, -0.0263, -0.0241, -0.1207
O, 5.9834, 2.1665, 9.2528, 0.2758, 0.256, 0.0205
O, 5.8853, 6.53, 9.2572, 0.0847, -0.1653, -0.1675
O, 7.4025, 14.4725, 10.0197, 0.3667, -0.2137, -0.3035
O, 0.7291, 2.183, -0.6664, -0.1885, -0.4666, -0.0355
O, 1.1103, 6.4662, 22.2898, -0.0475, -0.1428, 0.1685
O, 8.4897, 10.6637, 21.792, 0.1449, 0.1087, 0.2737
O, -1.3464, 13.2431, -0.9797, -0.0102, 0.3719, -0.0509
O, -1.9189, 10.7336, -0.4372, -0.0408, 0.0408, 0.032
O, 6.4107, 2.6118, 15.9261, 0.0075, -0.0189, -0.0041
O, 3.7897, 1.5522, 19.6154, -0.1694, 0.1342, 0.1938
O, 4.2027, 5.0226, -1.6069, -0.1323, 0.1457, -0.1386
O, 7.0707, 1.4041, -2.5403, -0.008, 0.0571, 0.0329
O, 2.5671, 6.9638, -0.8402, -0.2431, -0.043, 0.1837
O, 2.364, 13.494, -0.6871, -0.2199, 0.5832, 0.3223
O, -0.1438, 3.7032, 16.3535, 0.0417, -0.0081, 0.0246
O, 5.1852, 15.5968, 16.3188, 0.0184, 0.0094, 0.0916
O, 2.7117, 2.3179, 21.92, -0.073, -0.1088, 0.3808
O, 7.3334, 4.0868, -2.52, -0.0854, -0.2684, 0.1606
O, 7.1117, 10.0061, 19.6379, -0.0108, 0.0485, 0.1623
O, 6.2069, 9.133, -1.9753, -0.1453, 0.1978, 0.3519
O, 6.8466, 8.1869, 12.0335, 0.0882, 0.0065, -0.2212
O, 4.4372, 12.9776, 16.685, -0.0048, 0.0815, 0.0827
O, 2.3575, 9.8939, 13.4285, -0.0923, 0.0012, -0.0836
O, 9.5023, 8.2887, 12.019, 0.2792, -0.1286, -0.2974
O, 8.4627, 13.9972, 12.4779, 0.0335, -0.0359, -0.176
O, 12.1486, 14.4373, 15.9368, -0.0019, 0.0197, -0.0918
O, 8.8167, 3.4845, 16.7284, 0.0937, -0.0366, 0.0089
O, 3.6411, 1.7505, 14.001, 0.0835, 0.0032, -0.116
O, 2.0972, 3.7718, 14.9101, -0.0815, 0.0199, 0.0709
O, 4.925, 4.3354, 10.4745, 0.217, 0.0368, -0.0458
O, 4.5913, 17.4667, 11.5233, 0.1143, 0.0342, -0.1399
O, 4.5949, 10.5864, 12.1433, 0.0348, 0.1148, -0.3521
O, 3.4778, 15.1883, 12.191, -0.1156, -0.2733, -0.2258
O, 6.1291, 1.5662, 18.3189, -0.1457, -0.0336, 0.1381
O, 0.4225, 13.522, 13.4495, -0.0907, 0.175, -0.3493
O, 11.2285, 12.0248, 15.5712, 0.0204, 0.0354, -0.0752
O, 8.1676, 2.638, 11.7524, 0.0275, 0.1787, -0.4934
O, 4.7124, 6.6533, 11.7243, 0.0001, -0.0935, -0.2484
O, 7.8172, 11.9862, 10.7843, -0.1913, 0.1189, -0.2142
O, 5.9603, 13.4504, 12.0442, 0.0531, -0.0063, -0.1969
O, 2.7888, 14.9133, 17.2481, -0.0469, 0.0727, 0.0452
O, 4.5938, 5.5882, 18.2125, -0.342, -0.0258, 0.1699
O, 0.5819, 8.2962, 12.3553, -0.1446, -0.1845, -0.2022
O, 8.3368, 1.1915, 14.0672, 0.0279, 0.0771, -0.1676
O, 5.4013, 7.3015, 16.2789, -0.1447, -0.0522, 0.1341
O, 7.8042, 0.4294, 16.5616, 0.0164, 0.0509, -0.0798
O, 9.3935, 14.4316, 14.987, -0.0617, 0.1011, -0.1641
O, -1.1087, 2.4337, 18.4583, 0.1037, -0.072, 0.1447
O, 3.1125, 4.129, 19.9436, 0.057, -0.0119, 0.1388
O, 1.1136, 7.8076, 17.7454, 0.131, 0.0797, 0.1228
O, 6.8278, 8.5971, 21.854, 0.0065, -0.02, 0.069
O, 12.8434, 1.9593, 13.1527, -0.1337, -0.0031, -0.154
O, -1.3815, 1.3477, 16.0041, 0.0286, 0.0316, -0.0301
O, 8.0678, 3.8071, 14.168, 0.0154, -0.149, -0.1282
O, 6.0699, 16.166, 20.7856, 0.0143, -0.0337, -0.0325
O, 9.5652, 9.8545, 15.5223, 0.0837, 0.0737, -0.1379
O, 10.3326, 2.687, 13.2994, 0.1293, -0.003, -0.2623
O, 4.6855, 8.5369, 13.655, 0.0364, -0.081, -0.1227
O, 12.4839, 8.5249, 15.1065, 0.024, -0.0057, -0.0407
O, -0.5604, 15.7639, 12.2287, -0.0033, 0.029, -0.1062
O, -0.9506, 13.3284, 11.1653, -0.1658, -0.0869, -0.2402
O, 9.0744, 11.9428, 14.055, 0.0415, 0.0778, -0.1296
O, 4.3227, 13.5073, 14.1299, 0.0981, 0.0374, -0.1423
O, 8.5294, 8.9355, 17.6821, 0.0249, 0.0016, 0.0284
O, 6.9312, 13.5486, 14.5283, 0.0312, 0.0887, -0.2067
O, 3.7274, 8.0978, 18.2374, -0.2741, -0.118, 0.1019
O, 2.228, 4.3745, 17.4767, 0.1118, 0.1197, 0.2362
O, 0.1586, 4.7856, 10.7112, -0.3662, -0.354, -0.0663
O, 12.5563, 6.0097, 15.7846, 0.0334, -0.0185, -0.0168
O, 8.5447, 7.7638, 20.0452, -0.1534, -0.0226, 0.1387
O, 4.3266, 10.9388, 14.837, -0.0457, -0.0041, -0.1586
O, 6.1542, 11.3563, -0.5986, -0.1624, 0.2158, -0.0108
O, 1.6801, 1.3555, 15.797, 0.0003, 0.017, -0.0398
O, 10.4263, 7.5052, 16.4313, 0.1961, -0.0396, 0
O, 4.9061, 14.7227, 18.8, -0.0091, 0.0834, 0.0888
O, -0.8002, 0.744, 20.4585, -0.0074, -0.0494, 0.1023
O, 1.998, 7.9752, 20.3158, -0.0089, 0.1859, 0.2388
O, 6.2018, 6.4368, 13.906, -0.0752, 0.0199, -0.1202
O, 2.193, 12.4813, 15.2198, -0.1243, 0.0267, -0.0775
O, 12.1213, 0.4012, 18.104, -0.0465, 0.0702, 0.1673
O, 8.9013, 7.0482, 22.6007, -0.0585, -0.3391, 0.3347
O, 3.279, 12.5666, 11.2272, -0.0338, 0.0497, -0.1776
O, 6.3433, 7.6449, 18.6504, -0.2277, -0.0997, 0.019
O, 1.2257, 2.3268, 19.743, 0.0751, 0.0652, 0.1771
O, 6.9953, 5.2347, 16.1082, 0.0377, -0.0289, -0.0079
O, 11.2872, 10.3777, 13.5743, 0.0807, -0.0104, -0.0747
O, 7.9605, 7.6687, 15.4535, -0.0165, -0.0662, -0.0638
O, 5.6791, 15.7143, 13.3905, -0.0822, 0.0222, -0.2045

Results
free energy: -142635.258 eV
free energy less fixed offsets of O -569.03, Si -635.61 eV per atom: 8.512 eV
pressure: -0.41 GPa
stress xx, yy, zz, yz, xz, xy (GPa, positive in tension): 0.59, 0.31, 0.32, 0.02, -0.1, 0.13

The program warned: the cutoff lies below the one the program advises for these potential files.
